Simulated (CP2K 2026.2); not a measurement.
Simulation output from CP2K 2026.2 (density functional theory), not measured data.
Periodic cell of 504 atoms, Si360O144, from a study of silicon, its oxide and their interface. The atomic structure is a simulated model.
Doubt: the forces sum to 2.21 eV/angstrom along one axis rather than to zero, so they err by at least 0.0044 eV/angstrom per atom on average; the grid cutoff is modest.

Settings
functional: PBE
method: Gaussian and plane waves
basis set: DZVP-MOLOPT-SR-GTH
pseudopotentials: GTH-PBE
grid cutoff: 300 Ry, relative cutoff 40 Ry
k points: Gamma only
occupations: fixed
spin: none
net charge: 0

Cell vectors (angstrom)
a 16.32 0 0
b 0 16.32 0
c 5.1 -2.9572 33.834

Atoms and the computed forces on them: element, x, y, z (angstrom), force x, y, z (eV/angstrom)
Si 1.119 -1.081 -0.075 0.156 -0.201 0.736
Si 4.275 1.135 0.111 -0.073 0.205 0.705
Si 1.295 4.448 0.213 0.191 -0.307 0.663
Si 3.761 7.037 0.153 0.235 -0.047 0.742
Si 1.479 -7.132 -0.029 -0.159 0.226 0.702
Si 4.26 -4.491 -0.079 -0.329 0.44 0.627
Si 6.506 -1.055 0.133 0.053 -0.125 0.767
Si 9.29 1.606 0.201 0.036 -0.174 0.774
Si 7.213 3.942 -0.055 -0.404 0.141 0.681
Si 9.803 6.37 0.023 -0.149 0.33 0.688
Si 6.665 9.698 0.031 0.276 -0.296 0.683
Si -6.455 -4.284 -0.062 -0.383 0.31 0.617
Si -3.82 -1.458 0.073 -0.2 0.155 0.767
Si -0.934 1.253 0.214 -0.197 -0.025 0.707
Si -4.315 4.155 0.247 0.174 -0.061 0.683
Si -1.207 6.423 0.083 -0.169 0.297 0.621
Si -4.276 -6.63 0.186 0.207 -0.241 0.708
Si -1.774 -3.87 -0.057 0.386 -0.125 0.736
Si 2.707 -0.046 1.369 -0.022 0.013 -0.059
Si 5.464 2.841 1.218 0.017 -0.01 -0.049
Si 2.703 5.586 1.633 0.026 0.027 -0.032
Si 5.481 8.123 1.307 -0.011 -0.001 -0.056
Si 2.645 -5.52 1.273 0.003 -0.018 -0.065
Si 5.339 -2.762 1.223 0.002 -0.03 -0.049
Si 8.088 0.048 1.455 -0.023 -0.003 -0.048
Si -5.505 2.699 1.579 -0.027 -0.004 -0.05
Si 8.243 5.384 1.467 0.019 -0.019 -0.057
Si -5.47 8.064 1.319 -0.002 -0.027 -0.036
Si 8.231 -5.408 1.26 0.003 0.014 -0.026
Si -5.448 -2.635 1.307 0.007 -0.01 -0.059
Si -2.64 0.087 1.365 0.025 0.005 -0.03
Si 0.245 2.747 1.501 -0.011 0.029 -0.033
Si -2.726 5.344 1.47 -0.011 -0.021 -0.036
Si -0.095 8.112 1.323 -0.003 0 -0.052
Si -2.732 -5.418 1.428 -0.002 0.034 -0.088
Si -0.026 -2.755 1.158 -0.034 0.028 -0.074
Si 1.498 1.34 2.831 0.004 -0.013 0.03
Si 4.138 4.108 2.725 0.001 -0.042 -0.006
Si 1.247 6.882 2.86 -0.017 0.036 0.042
Si 4.072 9.495 2.669 -0.017 -0.026 0.029
Si 1.327 -4.085 2.594 -0.013 0.016 -0.006
Si 4.042 -1.438 2.689 0.045 0.012 0.025
Si 6.743 1.471 2.736 -0.005 0.046 0.024
Si 9.515 4.078 2.919 -0.019 -0.005 0.044
Si 6.814 6.778 2.701 -0.001 0.01 0.017
Si 9.505 -6.835 2.661 0.011 0.018 0.019
Si 6.801 -4.06 2.598 -0.029 -0.016 0.019
Si -6.825 -1.346 2.707 0.019 0.015 0.024
Si -4.047 1.335 2.776 0.005 -0.012 0.017
Si -1.303 4.019 2.784 0.02 -0.009 0.023
Si -4.074 6.788 2.747 -0.022 -0.007 0.019
Si -1.356 -6.793 2.713 -0.005 -0.019 0.011
Si -4.125 -4.034 2.726 0.001 0.018 0.039
Si -1.311 -1.375 2.662 0.007 -0.025 0.042
Si 0.032 -0.026 4.075 -0.021 -0.009 -0.008
Si 2.821 2.736 4.134 0.008 -0.007 0.017
Si -0.036 5.434 4.165 0.011 -0.005 0.003
Si 2.711 8.211 4.115 0.002 -0.01 -0.005
Si 0.017 -5.426 4.037 0.011 0.006 0.014
Si 2.679 -2.767 4.038 -0.012 -0.003 0.024
Si 5.405 0 4.031 -0.009 0.025 -0.025
Si 8.114 2.719 4.185 0.005 -0.007 0.007
Si 5.47 5.449 4.102 0.009 -0.008 -0.001
Si 8.148 -8.153 4.058 0.007 -0.002 0.002
Si 5.447 -5.432 3.996 0.005 0.003 -0.008
Si 8.134 -2.729 4.032 -0.012 0.004 0.003
Si -5.436 -0.028 4.089 -0.021 0.012 0.017
Si -2.693 2.693 4.133 0.011 0.005 -0.006
Si -5.409 5.466 4.165 -0.002 -0.008 0.008
Si -2.724 8.175 4.084 -0.001 -0.004 -0.019
Si -5.466 -5.455 4.041 0.016 0.001 0.004
Si -2.708 -2.698 4.055 0.002 -0.001 -0.019
Si 1.359 -1.391 16.316 0.002 -0.01 -0.004
Si 4.121 1.356 16.273 0.006 -0.001 -0.013
Si 1.333 4.101 16.272 0.004 -0.007 -0.016
Si 4.068 6.824 16.294 0.005 0.001 -0.018
Si 1.336 -6.793 16.366 -0.004 -0.001 -0.005
Si 4.079 -4.065 16.328 0.002 -0.004 -0.007
Si 6.784 -1.364 16.306 -0.004 0.008 -0.01
Si -6.798 1.369 16.317 0.003 0.003 -0.001
Si 6.822 4.092 16.302 -0.008 0.007 -0.011
Si -6.759 6.789 16.317 -0.006 -0.006 -0.005
Si 6.798 -6.776 16.285 0.005 -0.003 -0.014
Si -6.784 -4.077 16.333 0 0.011 -0.008
Si -4.097 -1.374 16.318 -0.004 -0.01 -0.007
Si -1.381 1.341 16.318 0.005 0.001 -0.01
Si -4.094 4.082 16.336 0.01 -0.007 -0.001
Si -1.363 6.832 16.355 -0.001 0.004 -0.007
Si -4.064 9.503 16.351 0 0 -0.012
Si -1.352 -4.121 16.343 -0.013 0.006 -0.01
Si 2.791 -0.041 17.603 0.002 0.002 -0.006
Si 5.45 2.738 17.641 0.005 0.001 0.029
Si 2.648 5.499 17.62 -0.01 0.009 -0.02
Si 5.459 8.172 17.628 -0.02 0.004 0.012
Si 2.709 -5.409 17.687 0.003 0.006 0.006
Si 5.438 -2.711 17.703 -0.003 -0.002 0.007
Si 8.146 -0.002 17.638 -0.011 -0.014 0.012
Si -5.455 2.724 17.71 -0.017 -0.009 0.015
Si 8.224 5.412 17.666 0.008 -0.006 -0.005
Si -5.436 8.155 17.71 0.019 -0.006 0.013
Si 8.131 -5.413 17.66 0.009 0.001 -0.01
Si -5.411 -2.743 17.712 0.004 0.013 0.012
Si -2.759 -0.015 17.68 0.005 -0.006 -0.015
Si -0.001 2.721 17.622 0.005 0.015 0.01
Si -2.746 5.47 17.68 -0.008 -0.005 0.012
Si -0.019 -8.141 17.775 -0.005 0.001 0.003
Si -2.676 -5.503 17.732 0.008 -0.01 -0.009
Si -0.007 -2.75 17.693 0.007 -0.004 0.026
Si 1.423 1.327 18.875 0.002 0.019 -0.032
Si 4.005 4.126 18.892 0.005 -0.02 -0.035
Si 1.344 6.799 19.11 0.011 -0.01 -0.004
Si 4.087 -6.8 18.979 -0.009 0.004 -0.039
Si 1.384 -4.044 19.099 0.015 -0.004 -0.029
Si 4.11 -1.33 19.077 0 0.019 -0.001
Si 6.85 1.405 19.004 -0.004 -0.004 -0.027
Si -6.781 4.078 19.125 -0.011 0.015 -0.016
Si 6.862 6.811 18.938 0.018 0.01 -0.037
Si -6.862 9.527 18.997 -0.007 -0.004 -0.033
Si 6.794 -4.071 19.065 0.012 0.012 -0.005
Si 9.474 -1.384 19.001 -0.013 -0.007 -0.048
Si -4.124 1.33 19.056 0.007 -0.005 0.001
Si -1.373 4.083 18.973 0.002 -0.001 -0.033
Si -4.072 6.821 19.111 0.02 -0.016 -0.011
Si -1.346 -6.802 19.22 -0.017 0.021 0.013
Si -4.03 -4.147 19.06 -0.008 0.016 -0.04
Si -1.426 -1.414 19.014 -0.01 -0.023 -0.018
Si 0.029 -0.005 20.173 0.004 -0.005 0.021
Si 2.695 2.73 20.244 0.013 -0.008 0.044
Si -0.05 5.4 20.419 -0.026 0.004 0.072
Si 2.773 8.174 20.397 0.002 0.021 0.077
Si 0.086 -5.42 20.544 0.014 0.008 0.086
Si 2.724 -2.622 20.477 -0.001 -0.017 0.031
Si 5.49 0.079 20.375 0.006 0.003 0.059
Si 8.197 2.689 20.482 0.013 -0.006 0.054
Si 5.436 5.453 20.159 0.004 -0.02 0.036
Si 8.119 8.185 20.385 -0.004 -0.003 0.039
Si 5.412 -5.442 20.368 -0.02 -0.004 0.038
Si 8.149 -2.723 20.439 0.006 0.03 0.06
Si -5.514 -0.046 20.386 -0.011 -0.016 0.042
Si -2.748 2.738 20.329 0.009 0.021 0.031
Si -5.451 5.473 20.495 -0.006 0.009 0.039
Si -2.729 -8.184 20.592 -0.022 -0.02 0.073
Si -5.496 -5.468 20.344 0.011 0.004 0.054
Si -2.683 -2.821 20.477 0.025 0.002 0.023
Si 1.113 -1.379 21.711 0.29 0.035 -0.663
Si 4.3 1.708 21.584 -0.074 -0.231 -0.764
Si 1.056 3.703 21.601 0.065 0.158 -0.729
Si 4.421 6.992 21.57 -0.121 0.012 -0.686
Si 1.766 -6.542 21.794 -0.22 -0.15 -0.746
Si 3.907 -4.243 21.701 0.105 0.225 -0.741
Si 7.065 -1.055 21.699 -0.127 -0.104 -0.797
Si -6.98 1.091 21.862 0.14 0.238 -0.722
Si 6.49 3.913 21.53 0.252 -0.007 -0.702
Si -6.674 7.069 21.764 -0.112 -0.262 -0.698
Si 6.525 -7.007 21.711 0.171 0.116 -0.736
Si 9.69 -3.962 21.739 -0.257 -0.108 -0.734
Si -4.438 -1.742 21.584 0.158 0.083 -0.807
Si -1.135 1.506 21.459 -0.155 0.01 -0.686
Si -3.844 4.27 21.727 -0.191 -0.066 -0.72
Si -1.593 6.459 21.863 0.11 0.201 -0.743
Si -4.458 -7.023 21.734 0.234 0.052 -0.745
Si -0.967 -3.774 21.873 -0.235 -0.206 -0.724
Si 1.925 2.716 -4.937 0.11 0.021 0.037
Si -5.777 3.296 -6.781 0.051 -0.041 -0.042
Si -3.558 -2.861 -4.401 -0.058 -0.04 -0.042
Si 1.953 1.71 26.207 0.026 0.044 -0.068
Si -2.43 6.736 -5.575 -0.022 0.012 -0.006
Si 3.326 5.07 -2.018 -0.142 0.009 0.195
Si -1.331 -4.774 24.902 -0.003 0.105 -0.161
Si -7.888 -7.474 26.302 0.037 0.03 -0.035
Si 6.317 -4.567 -6.836 -0.005 -0.013 -0.082
Si -4.066 -6.789 -2.802 0.067 0.136 0.007
Si -2.694 -0.298 -5.587 -0.055 -0.052 -0.002
Si 0.89 -6.419 -3.024 0.022 -0.009 0.159
Si 3.153 -3.31 -4.947 -0.078 0.051 0.142
Si -3.754 -2.442 -7.349 -0.014 0.079 0.163
Si 1.276 5.584 -4.093 0.043 -0.007 0.066
Si 3.765 1.636 -6.791 0.099 -0.049 -0.134
Si 1.61 4.32 24.576 0.062 -0.028 -0.074
Si 4.276 -0.668 -4.718 -0.028 -0.088 0.069
Si 1.811 -7.668 24.715 -0.056 0.021 -0.134
Si -8.02 5.491 -2.381 -0.031 0.048 0.112
Si 7.973 7.517 -4.729 0.162 -0.048 0.059
Si -1.676 -4.949 -3.08 -0.117 0.027 0.103
Si 2.888 0.021 23.786 -0.076 0.052 -0.076
Si 6.49 0.907 -3.887 -0.001 0.008 -0.052
Si 1.964 -1.409 -3.101 -0.017 0.045 0.066
Si -3.284 6.822 25.575 -0.004 0.095 -0.08
Si -5.608 -0.104 -2.033 0.034 0.048 0.115
Si -2.73 -0.195 23.617 0.044 0.028 -0.025
Si -3.59 -6.8 24.543 -0.06 -0.017 -0.114
Si -5.931 -4.227 -3.063 -0.006 -0.011 0.083
Si -2.443 2.913 -1.898 -0.043 0.085 0.039
Si -0.424 6.659 24.798 -0.02 0.031 -0.186
Si 3.858 -5.36 -2.991 0.065 0.023 0.205
Si 6.853 -3.177 25.892 0.07 -0.005 0.089
Si 0.345 8.001 -5.403 -0.076 0.046 -0.036
Si 8.019 -1.226 -2.542 -0.044 0.151 0.009
Si -5.866 4.248 -4.042 -0.109 -0.031 0.074
Si 6.653 -6.523 -2.93 0.015 -0.068 -0.007
Si -5.178 7.235 -4.672 -0.148 0.056 -0.19
Si -4.077 1.642 -3.929 -0.027 0.05 -0.037
Si -5.766 3.054 23.859 0.011 -0.11 0.036
Si 5.068 -2.281 23.778 0.031 0.007 -0.135
Si -4.19 4.053 26.149 -0.172 0.05 -0.011
Si -2.005 -1.952 25.895 0.094 0.031 -0.002
Si -2.997 1.52 25.838 -0.011 -0.022 0.062
Si -8.079 5.186 23.704 0.009 0.095 -0.02
Si 6.779 2.323 -6.589 -0.1 -0.001 0.031
Si 8.059 -5.457 24.036 0.029 0.02 -0.153
Si 6.662 6.316 25.875 -0.049 -0.093 0.054
Si -1.489 5.785 -2.763 -0.036 -0.018 0.082
Si 3.99 2.353 -2.606 -0.042 0.041 -0.022
Si 3.822 6.273 24.436 -0.046 -0.069 -0.019
Si 0.449 0.06 -5.279 0.037 -0.133 0.022
Si 7.688 -3.864 -4.126 0.062 -0.182 -0.026
Si 1.366 -1.391 5.435 0.005 0.013 0.011
Si 4.113 1.338 5.481 0.025 0.013 0.009
Si 1.39 4.079 5.457 -0.007 -0.01 0.004
Si 4.075 6.808 5.435 -0.005 -0.001 0.001
Si 1.367 9.575 5.454 0 -0.005 0.015
Si 4.08 -4.096 5.389 0.001 -0.001 0.009
Si 6.793 -1.348 5.393 0.005 0.003 0.003
Si 9.522 1.337 5.459 0.005 -0.001 0.011
Si 6.788 4.105 5.511 -0.002 -0.017 0.018
Si -6.807 6.833 5.459 0.002 0.01 0.007
Si 6.785 -6.787 5.401 -0.031 -0.007 0.01
Si -6.827 -4.094 5.4 0 -0.011 0.005
Si -4.071 -1.371 5.445 0.016 -0.001 0.001
Si -1.333 1.323 5.457 0.002 -0.022 0.005
Si -4.051 4.075 5.481 -0.002 0.006 0.016
Si -1.391 6.813 5.48 0 -0.006 0.015
Si -4.092 -6.783 5.427 -0.007 0.019 0.015
Si -1.357 -4.078 5.406 -0.005 0.003 0.012
Si 2.718 -0.017 6.803 0 0 -0.004
Si 5.447 2.713 6.845 0.008 -0.008 0.009
Si 2.732 5.448 6.814 0.008 -0.007 0.001
Si 5.44 -8.148 6.784 0.005 0.011 -0.002
Si 2.737 -5.416 6.809 0 0.003 0.005
Si 5.431 -2.715 6.755 -0.016 0.006 -0.008
Si 8.157 -0.025 6.798 0.004 0.009 0
Si -5.436 2.712 6.811 0.002 -0.007 -0.001
Si -8.152 5.466 6.831 -0.01 -0.003 0.004
Si -5.443 -8.135 6.809 -0.004 0.002 -0.004
Si -8.175 -5.44 6.779 -0.005 0.003 -0.003
Si -5.447 -2.745 6.773 0.002 -0.004 -0.002
Si -2.716 -0.013 6.811 -0.004 0.003 0.003
Si 0.022 2.705 6.804 0.001 -0.004 -0.004
Si -2.721 5.444 6.847 -0.003 0.008 0.005
Si 0.003 8.183 6.796 -0.001 0.002 -0.001
Si -2.717 -5.431 6.779 0 -0.013 0.002
Si -0.004 -2.732 6.796 0.002 0.006 -0.006
Si 1.367 1.347 8.171 -0.009 -0.002 0
Si 4.076 4.081 8.182 -0.005 -0.016 -0.001
Si 1.362 6.813 8.157 0.004 -0.01 -0.004
Si 4.086 -6.795 8.157 -0.003 -0.006 0
Si 1.364 -4.07 8.165 0.005 0.008 0
Si 4.084 -1.371 8.151 0.005 0.008 0.001
Si 6.818 1.348 8.174 -0.001 0.026 0.004
Si -6.793 4.083 8.167 0.007 0.009 0.003
Si 6.796 6.823 8.169 -0.002 -0.004 -0.009
Si -6.811 -6.782 8.16 0.006 -0.002 0
Si 6.79 -4.073 8.134 0.001 -0.003 -0.005
Si -6.796 -1.383 8.149 -0.005 -0.001 -0.006
Si -4.072 1.353 8.167 0.001 -0.002 -0.005
Si -1.341 4.071 8.168 0.006 0.005 -0.003
Si -4.093 6.812 8.175 -0.009 -0.011 0
Si -1.365 -6.789 8.154 0.008 0.005 -0.01
Si -4.081 -4.084 8.148 -0.01 0.001 -0.003
Si -1.359 -1.372 8.165 -0.006 -0.007 -0.001
Si -0.002 -0.008 9.526 -0.001 0.003 -0.001
Si 2.715 2.718 9.534 0.004 0.008 0
Si 0.011 5.442 9.52 0.003 0 -0.002
Si 2.724 -8.154 9.518 -0.001 0.002 -0.001
Si -0.001 -5.435 9.515 0.005 -0.006 -0.005
Si 2.723 -2.714 9.524 -0.008 0.008 -0.004
Si 5.44 -0.008 9.516 0.005 -0.003 -0.006
Si -8.15 2.719 9.525 0.006 -0.014 0
Si 5.441 5.451 9.526 0.002 -0.007 -0.002
Si -8.161 -8.145 9.529 -0.003 -0.002 0.002
Si 5.445 -5.433 9.512 -0.009 0.003 -0.002
Si -8.162 -2.732 9.511 0.003 -0.001 -0.001
Si -5.436 -0.015 9.512 0.003 0.01 -0.001
Si -2.711 2.714 9.525 -0.011 0.004 -0.001
Si -5.443 5.444 9.53 -0.007 -0.001 0.003
Si -2.72 -8.15 9.52 -0.002 -0.003 -0.005
Si -5.441 -5.435 9.518 0 0 0.003
Si -2.725 -2.727 9.52 0.006 0.002 -0.002
Si 1.358 -1.363 10.887 0.007 0.005 0.002
Si 4.082 1.355 10.88 -0.001 0.003 -0.002
Si 1.359 4.083 10.894 0 -0.007 -0.001
Si 4.081 -9.511 10.887 -0.006 -0.005 -0.001
Si 1.357 -6.797 10.871 -0.003 -0.003 -0.001
Si 4.083 -4.08 10.874 -0.003 -0.002 -0.003
Si 6.803 -1.367 10.87 -0.003 0.011 -0.004
Si -6.787 1.353 10.872 0.001 0.007 -0.005
Si -9.516 4.085 10.876 0.003 -0.001 -0.003
Si -6.802 -9.512 10.886 -0.002 -0.008 0.002
Si -9.519 -6.786 10.888 0.005 0.002 0
Si -6.8 -4.08 10.883 0 0.001 0.002
Si -4.08 -1.367 10.885 -0.003 -0.003 -0.002
Si -1.358 1.353 10.892 0.002 -0.003 0
Si -4.076 4.079 10.876 0.003 0.01 -0.002
Si -1.358 6.802 10.871 0.005 -0.009 -0.001
Si -4.081 -6.795 10.88 -0.003 -0.002 0.001
Si -1.362 -4.082 10.88 -0.005 0 -0.003
Si 2.715 0.002 12.24 -0.005 -0.002 -0.001
Si 5.445 2.721 12.231 -0.002 -0.002 -0.003
Si 2.72 5.45 12.248 0.005 -0.003 0.004
Si 5.438 -8.147 12.248 0 0 0.004
Si 2.716 -5.438 12.227 -0.001 -0.002 -0.003
Si 5.445 -2.722 12.233 0.003 0.002 0.001
Si 8.169 -0.006 12.223 0.002 0.006 -0.006
Si -5.433 2.715 12.234 0 -0.012 -0.004
Si -8.162 5.446 12.241 -0.004 -0.001 0.003
Si -5.433 -8.158 12.244 0.002 -0.004 0.004
Si -8.151 -5.44 12.252 0.002 0.004 0.006
Si -5.439 -2.724 12.249 -0.002 0.004 0.004
Si -2.718 -0.011 12.251 0 0.01 0.003
Si -0.005 2.723 12.254 0.001 0.012 0.005
Si -2.718 5.441 12.23 -0.007 -0.005 -0.003
Si -0.003 8.165 12.23 0.002 -0.001 -0.003
Si -2.722 -5.439 12.242 0.006 -0.002 -0.002
Si -0.002 -2.727 12.245 0 0.001 0.001
Si 1.357 1.358 13.609 0.005 0.001 0.005
Si 4.088 4.084 13.593 0.007 -0.008 0.003
Si 1.352 6.817 13.6 -0.007 0.005 0.009
Si 4.066 -6.784 13.599 -0.012 0.007 0
Si 1.357 -4.096 13.598 0.01 -0.003 0.003
Si 4.074 -1.367 13.584 -0.002 0.009 0.003
Si 6.816 1.358 13.575 0.004 -0.004 -0.001
Si -6.795 4.08 13.587 -0.001 -0.001 0.003
Si 6.805 -9.509 13.603 -0.006 -0.001 0.005
Si -6.785 -6.801 13.612 0.002 -0.011 0.002
Si 6.807 -4.072 13.6 0.003 -0.002 0.005
Si 9.517 -1.357 13.6 -0.007 0.008 0
Si -4.08 1.357 13.602 0 0.008 0.004
Si -1.376 4.087 13.606 -0.007 0.005 0.002
Si -4.067 6.799 13.597 0.012 -0.012 -0.003
Si -1.363 9.517 13.596 -0.006 -0.003 0.002
Si -4.077 -4.086 13.612 -0.004 0.004 0.004
Si -1.362 -1.377 13.614 0.008 -0.008 0.006
Si -0.002 -0.013 14.968 -0.005 0.007 -0.002
Si 2.727 2.727 14.952 -0.001 0.009 0.002
Si -0.029 5.471 14.951 0.001 -0.01 0.002
Si 2.698 8.189 14.966 0.007 0.001 0.006
Si -0.003 -5.458 14.963 -0.005 -0.005 0.001
Si 2.718 -2.731 14.947 -0.001 -0.001 0
Si 5.455 -0.009 14.916 -0.009 -0.006 -0.001
Si 8.166 2.719 14.943 -0.002 -0.004 0.006
Si 5.442 5.45 14.956 -0.002 0.005 -0.004
Si 8.177 -8.162 14.97 0.009 0.003 -0.001
Si 5.43 -5.42 14.947 0.001 0.006 -0.006
Si 8.17 -2.72 14.968 -0.005 0.005 0.004
Si -5.443 0 14.959 0.001 0.003 -0.003
Si -2.733 2.72 14.97 0 0.002 0.001
Si -5.426 5.432 14.942 0 0.003 0.003
Si -2.716 8.163 14.966 -0.004 -0.005 0.004
Si -5.424 -5.448 14.984 0.009 -0.003 0.002
Si -2.716 -2.742 14.985 0.005 0.004 -0.002
O -3.793 -7.186 -1.259 0.297 -0.356 -0.011
O -7.562 -6.465 25.083 0.669 0.174 0.207
O -2.225 -6.104 25.028 0.294 -0.108 0.014
O 2.432 -6.053 -3.288 -0.163 -0.271 -0.338
O -1.73 0.583 22.646 -0.146 -0.415 0.19
O 7.373 -7.454 -4.043 -0.028 0.381 -0.163
O -0.142 -5.255 -3.483 0.047 0.6 -0.332
O 2.827 -5.363 22.199 -0.204 -0.128 0.203
O 7.288 3.849 -6.821 -0.096 0.402 0.264
O 1.375 -7.223 23.218 -0.252 0.025 0.092
O 2.677 8.133 -0.412 -0.032 -0.05 -0.213
O -8.103 2.692 -0.377 -0.225 -0.305 -0.349
O 7.268 -5.878 -6.951 0.267 -0.319 0.498
O 8.07 -2.087 25.856 0.103 0.336 -0.686
O 3.507 1.693 -1.213 -0.384 -0.055 -0.085
O 4.166 6.143 -1.152 0.652 0.191 -0.095
O 1.353 -0.672 -6.429 0.206 -0.513 0.073
O -4.777 -3.131 -3.378 0.081 0.04 0.158
O -2.217 5.425 -6.529 0.39 -0.201 0.109
O -5.333 -5.448 -0.157 0.062 -0.001 -0.214
O 2.674 0.6 25.275 0.117 -0.223 0.328
O 2.266 -6.414 25.628 0.439 0.037 0.207
O 5.474 8.126 22.147 -0.009 -0.038 0.549
O -6.288 1.629 23.259 0.116 -0.345 0.364
O 3.754 -4.438 -1.64 -0.319 0.318 -0.175
O 7.592 -2.356 -3.586 -0.092 0.225 -0.205
O -3.883 -1.03 22.91 -0.295 0.304 0.602
O -2.721 5.335 22.274 0.081 -0.288 0.381
O -6.996 4.321 -2.887 0.159 -0.356 -0.018
O 5.514 -5.505 -0.205 -0.082 -0.081 0.221
O -0.056 2.582 22.06 0.135 0.114 0.584
O -5.988 1.689 -6.957 0.442 -0.248 0.325
O 1.166 4.089 -4.655 -0.401 -0.127 -0.205
O -5.329 5.298 -0.335 0.212 0.002 -0.564
O -3.732 3.298 -1.006 -0.234 -0.353 -0.261
O -4.344 -0.783 -1.308 -0.008 -0.096 -0.479
O -5.429 3.21 25.459 -0.039 -0.152 0.494
O 5.414 0.057 -0.372 -0.193 -0.221 -0.392
O -4.265 3.827 -6.811 0.154 -0.034 0.426
O -3.97 7.287 -5.802 -0.074 0.436 -0.741
O -3.104 -1.308 -4.38 -0.002 0.09 0.429
O 6.351 -1.684 23.01 0.313 0.126 0.441
O 2.142 4.308 -1.183 -0.005 -0.433 -0.37
O 0.097 -5.147 25.513 0.159 0.017 -0.217
O -7.253 6.589 -1.431 -0.178 0.361 -0.215
O -1.886 4.236 -2.596 0.139 -0.099 -0.429
O 2.913 2.89 -6.219 -0.05 0.643 -0.208
O 1.545 -0.506 23.036 -0.171 0.374 0.206
O 7.454 7.704 25.757 -0.241 0.295 -0.345
O 1.741 4.191 22.979 0.386 0.04 -0.033
O 1.372 2.876 25.247 -0.498 -0.093 0.142
O -2.909 3.116 25.871 0.62 0.055 -0.338
O -4.647 -8.09 -3.529 0.07 -0.138 0.154
O 7.69 0.31 -2.993 0.451 0.367 0
O 1.153 -7.39 -6.443 0.165 0.184 0.243
O -1.872 -3.544 25.796 -0.228 -0.104 0.432
O -4.07 5.437 25.318 -0.279 -0.095 -0.545
O -6.969 4.057 23.535 -0.077 -0.122 -0.347
O -2.268 -3.741 -3.973 0.415 0.174 -0.056
O 0.007 0.07 -0.414 -0.002 -0.086 -0.332
O 7.237 -4.406 24.935 -0.253 -0.119 -0.054
O -1.297 2.26 -0.998 0.198 0.223 -0.287
O -5.173 0.582 -3.416 -0.237 -0.235 -0.316
O 6.967 4.79 22.809 -0.165 0.409 0.441
O 7.076 -6.307 23.073 -0.049 0.081 0.293
O 3.779 0.57 -5.588 -0.16 0.107 0.264
O -5.578 -8.122 22.22 0.012 0.041 0.266
O -4.065 -3.165 -5.921 -0.338 -0.663 -0.036
O -4.658 -6.545 25.725 -0.25 0.62 0.111
O -4.454 3.501 23.027 0.406 -0.002 0.256
O -3.5 1.098 -5.349 -0.411 0.352 -0.489
O 0.467 -7.694 -3.916 -0.022 -0.353 0.149
O -1.848 -1.273 24.44 0.437 -0.119 -0.318
O 7.136 4.77 -1.486 -0.637 -0.111 -0.501
O 5.843 -0.434 -4.517 0.424 -0.223 -0.088
O -1.335 -4.368 23.34 -0.185 -0.248 0.052
O 0.796 1.628 -5.275 -0.325 0.345 -0.006
O 5.305 6.341 25.022 0.106 0.029 -0.455
O 0.747 -6.695 -1.426 -0.24 0.227 0.034
O -1.112 -0.071 -5.587 0.058 0.143 -0.002
O 1.7 -1.581 -1.522 -0.066 -0.481 0.045
O -8.131 -0.003 22.273 -0.188 -0.128 0.425
O -6.223 1.026 -1.07 0.083 0.064 -0.062
O 3.884 6.119 22.831 -0.103 -0.459 0
O 5.497 -2.536 25.3 -0.334 0.079 0.377
O -4.719 3.124 -3.865 -0.012 0.283 0.191
O 5.264 2.116 -7.134 0.03 0.055 -0.484
O 0.358 5.263 24.925 -0.19 -0.232 0.102
O -1.456 1.054 25.849 0.315 0.303 -0.456
O 2.995 5.022 25.059 0.216 -0.206 0.586
O -5.203 5.713 -4.13 0.294 -0.02 0.182
O -3.496 -1.642 26.422 -0.225 -0.52 -0.174
O 7.126 -7.079 -1.473 0.331 -0.407 -0.243
O 7.082 -4.973 -3.111 -0.356 0.07 0.437
O 2.767 2.247 -3.64 -0.095 -0.384 0.095
O -1.214 7.793 -5.849 -0.235 0.211 -0.097
O 3.416 -0.697 -3.334 0.218 0.195 0.503
O 5.364 1.639 -3.015 -0.053 -0.247 0.329
O 0.088 5.868 -3.051 0.225 0.292 0.469
O 6.821 -3.863 -5.485 -0.319 0.274 0.166
O 4.059 -2.069 -5.461 0.594 0.008 -0.325
O -2.796 -2.64 -0.385 0.158 0.036 -0.262
O -7.191 -4.674 23.102 -0.069 0.173 0.432
O -5.508 -2.846 22.156 -0.085 0.016 0.579
O 0.79 -0.568 -3.826 -0.514 0.062 0.045
O -6.695 -3.924 -1.646 -0.27 0.183 -0.307
O -2.321 6.356 -4.01 -0.414 -0.139 -0.008
O -6.71 -1.239 -2.314 0.245 -0.516 -0.329
O -4.009 -6.226 23.097 -0.083 0.652 0.104
O 5.381 2.837 22.07 0.085 0.076 0.458
O 7.074 7.279 -6.08 -0.412 -0.096 0.089
O -5.201 -5.658 -2.991 -0.115 -0.089 -0.22
O 3.571 1.204 22.94 -0.257 0.112 0.225
O -0.863 6.914 23.25 0.279 0.485 -0.045
O 1.113 6.578 -5.35 0.133 -0.346 -0.566
O 2.681 5.787 -3.315 0.283 0.595 -0.08
O -3.078 -1.008 -7 0.269 0.288 -0.542
O 7.715 5.263 25.226 0.164 -0.451 0.346
O -1.594 -4.584 -1.503 0.336 -0.219 -0.055
O -6.534 3.821 -5.449 -0.53 0.223 -0.116
O -7.044 -4.214 -4.246 0.147 -0.195 -0.517
O 3.07 7.66 24.736 0.398 0.088 0.054
O 7.252 -1.626 -1.184 0.075 -0.374 -0.261
O 0 5.351 -0.176 -0.306 0.108 -0.375
O -6.731 7.624 -5.076 -0.122 -0.088 -0.28
O 4.363 3.916 -2.442 0.312 0.362 -0.186
O 7.748 6.286 -3.682 -0.295 -0.064 -0.105
O 3.858 -1.248 23.805 -0.147 -0.29 -0.271
O 2.494 -3.896 -6.287 -0.572 0.132 -0.241
O -2.811 1.746 -2.942 0.434 -0.488 0.124
O 4.607 -3.645 23.047 0.196 -0.252 0.156
O 0.506 7.883 25.299 -0.142 0.083 0.395
O 4.76 -5.01 -6.925 -0.064 -0.428 -0.187
O -1.808 6.663 -1.429 -0.517 0.326 -0.113
O -2.637 -6.238 -3.351 0.227 -0.308 -0.536
O 2.042 -2.842 -3.864 -0.23 -0.3 0.307
O 4.143 -4.354 -4.216 0.814 0.121 -0.38
O 6.942 1.953 -5.023 0.335 0.495 0.297
O -3.435 7.902 24.37 0.101 -0.165 -0.596
O 0.063 -2.54 22.187 0.14 -0.145 0.255
O -7.418 6.559 23.137 0.116 0.452 0.296
O -1.711 6.549 25.767 -0.047 -0.238 0.306
O -3.563 0.909 24.462 -0.572 0.317 -0.349
O 5.018 -6.5 -2.977 -0.231 -0.495 -0.162

Results
total energy: -101655.306 eV
total energy less fixed offsets of O -438.25, Si -107.07 eV per atom: -2.106 eV
